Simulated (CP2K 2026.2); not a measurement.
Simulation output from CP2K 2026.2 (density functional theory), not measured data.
Periodic cell of 534 atoms, Si358O176, from a study of silicon, its oxide and their interface. The atomic structure is a simulated model.
Doubt: the forces sum to 2.24 eV/angstrom along one axis rather than to zero, so they err by at least 0.0042 eV/angstrom per atom on average; the grid cutoff is modest.

Settings: functional PBE; method Gaussian and plane waves; basis set DZVP-MOLOPT-SR-GTH; pseudopotentials GTH-PBE; grid cutoff 400 Ry, relative cutoff 50 Ry; k points Gamma only; occupations fixed; spin none; net charge 0.

Cell vectors (angstrom)
a 16.4025 0 0
b 0 16.4025 0
c 0 0 35.4651

Atoms and the computed forces on them: element, x, y, z (angstrom), force x, y, z (eV/angstrom)
Si 0.438 -0.627 -0.147 -0.077 -0.047 0.014
Si 2.418 2.569 -0.042 0.055 -0.079 0.285
Si -0.241 5.719 0.235 0.132 0.336 -0.219
Si 2.971 8.102 0.351 -0.125 0.097 -0.234
Si -0.307 11.15 -0.072 0.251 -0.181 -0.169
Si 2.709 13.692 0.322 0.062 0.006 -0.382
Si 4.992 0.559 -0.069 0.239 -0.266 -0.024
Si 8.64 2.687 -0.163 0.002 0.189 0.009
Si 5.158 5.808 -0.205 -0.119 -0.009 -0.319
Si 8.198 8.238 -0.277 0.122 -0.074 0.161
Si 4.972 11.655 -0.066 -0.135 -0.05 -0.034
Si 8.417 13.538 -0.029 -0.068 0.152 -0.148
Si 10.815 0.371 -0.251 -0.094 -0.275 -0.045
Si 13.886 3.055 0.01 -0.008 0.2 -0.053
Si 11.576 5.047 0.27 -0.136 0.199 -0.208
Si 13.92 7.892 0.323 -0.072 0.016 -0.319
Si 10.671 11.216 0.174 0.065 -0.24 -0.301
Si 13.707 13.226 -0.073 -0.172 -0.104 -0.098
Si 1.211 1.197 1.367 -0.091 -0.186 -0.202
Si 3.935 4.158 1.097 -0.053 0 -0.144
Si 1.358 6.895 1.514 -0.087 -0.055 -0.253
Si 4.188 9.78 1.385 0.132 0.023 -0.226
Si 1.292 12.231 1.421 -0.207 -0.12 -0.18
Si 4.141 15.187 1.374 -0.049 0.229 -0.149
Si 6.83 1.564 1.093 0.108 0.002 -0.07
Si 9.781 4.003 1.417 0.081 0.045 -0.292
Si 6.932 6.764 1.12 -0.048 0.046 0.012
Si 9.502 9.513 1.262 0.055 -0.014 -0.044
Si 6.718 12.522 1.294 0.142 -0.14 -0.166
Si 9.64 15.18 1.183 0.015 0.012 -0.18
Si 12.505 1.387 1.134 -0.095 0.113 -0.246
Si 15.087 4.178 1.643 0.036 0.031 -0.303
Si 12.429 6.732 1.659 0.016 -0.117 -0.244
Si 15.036 9.623 1.418 0.034 -0.02 -0.173
Si 12.272 12.271 1.508 0.009 0.044 -0.101
Si 15.005 14.889 1.137 0.142 -0.1 -0.16
Si -0.014 2.645 2.789 0.133 -0.056 0.09
Si 2.707 0.021 2.749 0.032 0.163 0.233
Si 0.013 8.295 2.822 -0.039 -0.031 0.049
Si 2.736 5.449 2.709 0.084 -0.005 0.109
Si -0.084 13.63 2.716 -0.078 -0.055 0.042
Si 2.723 10.957 2.788 -0.011 -0.061 0.066
Si 5.426 2.852 2.527 -0.082 0.019 0.007
Si 8.178 0.099 2.543 -0.02 0.019 -0.131
Si 5.597 8.245 2.597 0.061 0.047 0.014
Si 8.267 5.431 2.597 0.006 0.047 -0.007
Si 5.486 13.844 2.748 0.019 -0.005 0.167
Si 8.122 10.975 2.602 -0.011 0.072 0.028
Si 11.119 2.634 2.719 -0.014 -0.118 0.076
Si 13.728 -0.043 2.563 0.101 -0.087 -0.104
Si 10.895 8.177 2.71 -0.122 0.055 -0.028
Si 13.742 5.454 3.035 0.097 0.1 0.277
Si 10.933 13.795 2.669 -0.061 0.068 0.215
Si 13.634 10.895 2.816 -0.019 0.005 0.112
Si 1.394 4.062 4.095 0.109 -0.061 -0.07
Si 4.127 1.449 4.015 -0.057 -0.083 -0.116
Si 1.405 9.599 4.183 0.016 0.015 0.003
Si 4.157 6.872 3.998 0.011 -0.02 -0.137
Si 1.338 15.01 4.081 -0.073 0.057 -0.101
Si 4.104 12.397 4.064 -0.027 -0.007 -0.006
Si 6.837 4.125 3.972 -0.078 0.033 0.019
Si 9.586 1.356 4.007 0.142 -0.003 -0.012
Si 6.857 9.603 4.069 0.067 -0.086 -0.127
Si 9.542 6.812 4.055 -0.032 0.023 0
Si 6.898 15.16 4.055 -0.053 -0.005 0.02
Si 9.532 12.363 3.993 0.008 -0.017 -0.189
Si 12.323 4.029 4.209 -0.003 0.02 -0.043
Si 14.997 1.293 4.087 0.001 0.103 -0.019
Si 12.242 9.534 4.121 0.068 0.019 0
Si 15.106 6.909 4.238 -0.025 -0.067 -0.034
Si 12.338 15.095 4.037 -0.094 -0.102 -0.021
Si 14.997 12.29 4.149 0.065 0.065 -0.086
Si 0.012 0.014 10.91 0.008 -0.014 -0.008
Si 2.756 2.751 10.917 -0.005 0.003 0.006
Si 0.016 5.465 10.921 0.008 -0.006 0.006
Si 2.741 8.194 10.926 0.002 0.009 0.008
Si 0 10.929 10.915 -0.008 0 0.002
Si 2.733 13.672 10.905 -0.011 0.03 -0.009
Si 5.473 0.028 10.898 0.005 -0.004 -0.013
Si 8.209 2.758 10.919 0.007 -0.011 0.007
Si 5.484 5.478 10.919 0.014 0.009 0.003
Si 8.204 8.193 10.903 0.017 0.009 0.007
Si 5.47 10.931 10.903 0.006 0.001 -0.003
Si 8.202 13.683 10.909 -0.005 -0.013 -0.003
Si 10.943 0.019 10.92 -0.007 -0.017 -0.016
Si 13.685 2.75 10.921 -0.013 -0.017 0.014
Si 10.942 5.483 10.898 0.006 0.012 -0.004
Si 13.679 8.201 10.907 0.006 0.012 0.014
Si 10.934 10.932 10.899 0.006 -0.006 -0.009
Si 13.672 13.672 10.927 0.003 -0.002 0.008
Si 1.371 1.39 12.27 0.014 -0.002 -0.001
Si 4.116 4.121 12.289 0.008 0.001 -0.002
Si 1.377 6.822 12.303 -0.006 0.021 0.004
Si 4.112 9.558 12.285 -0.019 0.006 -0.01
Si 1.369 12.295 12.276 0.001 0.009 -0.015
Si 4.092 15.061 12.249 -0.023 -0.081 -0.025
Si 6.827 1.399 12.276 -0.018 -0.03 -0.002
Si 9.581 4.132 12.279 0.018 0.003 -0.005
Si 6.85 6.829 12.29 -0.012 -0.005 0.001
Si 9.589 9.542 12.257 -0.019 0.04 -0.009
Si 6.84 12.293 12.264 -0.003 0.02 0.015
Si 9.574 15.052 12.275 0.039 0.036 -0.009
Si 12.316 1.388 12.286 0 -0.024 0.004
Si 15.052 4.11 12.305 -0.008 0.005 0.018
Si 12.312 6.835 12.275 -0.01 -0.015 -0.003
Si 15.048 9.553 12.29 -0.01 0.009 0.007
Si 12.303 12.287 12.272 -0.013 -0.019 -0.016
Si 15.048 15.05 12.273 0.009 0.008 0.002
Si 0.02 2.735 13.674 0.033 -0.054 -0.011
Si 2.738 0.032 13.624 -0.014 -0.019 0.001
Si 0.004 8.182 13.675 0.032 -0.012 0.001
Si 2.745 5.456 13.679 0.014 -0.008 0.007
Si 0.003 13.674 13.632 0.005 -0.008 0.007
Si 2.725 10.911 13.643 0.017 0.01 0.006
Si 5.481 2.773 13.666 -0.034 0.004 0.007
Si 8.202 0.033 13.62 0.029 -0.043 0.019
Si 5.467 8.171 13.654 -0.01 0.031 -0.012
Si 8.223 5.481 13.676 0.001 -0.002 -0.006
Si 5.442 13.667 13.59 -0.027 0.129 -0.021
Si 8.218 10.898 13.605 0.071 -0.082 -0.025
Si 10.962 2.783 13.639 -0.017 -0.031 -0.012
Si 13.694 0.021 13.645 -0.029 -0.007 0.008
Si 10.94 8.183 13.651 0.036 0.02 0.01
Si 13.68 5.49 13.664 -0.045 0.043 -0.033
Si 10.947 13.669 13.624 -0.016 -0.006 0.005
Si 13.655 10.908 13.644 0.002 0.053 -0.001
Si 1.389 4.084 15.058 0.014 0.061 0.067
Si 4.078 1.416 15.002 0.007 -0.003 0.006
Si 1.391 9.527 15.041 -0.006 0.042 0.016
Si 4.111 6.814 15.058 0.013 -0.016 0.044
Si 1.373 15.061 14.978 0.024 0.052 0.022
Si 4.091 12.301 14.972 -0.036 -0.058 0.019
Si 6.86 4.124 15.056 -0.031 0.018 0.06
Si 9.561 1.438 14.972 0.025 -0.009 -0.009
Si 6.877 9.514 14.978 -0.008 0.083 0.029
Si 9.595 6.833 15.058 0.001 0.003 0.051
Si 6.809 15.041 14.927 -0.09 -0.142 -0.06
Si 9.584 12.266 14.952 0.045 0.074 0.049
Si 12.329 4.127 15.039 0.013 -0.016 0.069
Si 15.051 1.374 15.047 -0.03 -0.033 0.057
Si 12.304 9.531 15.03 -0.054 -0.056 0.043
Si 15.023 6.845 15.065 0.002 -0.029 0.063
Si 12.331 15.033 14.983 0.016 0.036 -0.027
Si 15.02 12.3 14.976 -0.017 -0.046 0.03
Si 0.006 -0.028 16.406 0.051 -0.012 0.01
Si 2.742 2.728 16.474 0.017 -0.065 0.122
Si -0.017 5.435 16.4 0.029 0.036 0.004
Si 2.744 8.151 16.452 0.003 -0.006 0.097
Si -0.032 10.91 16.324 -0.028 0.076 0.021
Si 2.737 13.699 16.323 -0.049 0.017 0.016
Si 5.497 0.059 16.282 -0.056 -0.07 0.024
Si 8.251 2.785 16.435 -0.032 0.024 0.043
Si 5.494 5.474 16.458 0.03 -0.055 0.026
Si 8.205 8.176 16.434 0.014 -0.006 0.074
Si 5.493 10.898 16.267 0.089 -0.112 -0.01
Si 8.118 13.585 16.23 -0.046 0.178 -0.045
Si 10.938 0.044 16.249 0.055 0.029 0.047
Si 13.716 2.785 16.419 -0.082 -0.042 0.034
Si 10.968 5.472 16.443 0.02 0.043 -0.024
Si 13.651 8.199 16.474 -0.005 0.051 0.115
Si 10.945 10.925 16.363 -0.009 -0.023 -0.007
Si 13.686 13.667 16.378 0.041 -0.041 0.006
Si 1.322 1.334 17.828 0.038 0.057 -0.061
Si 4.17 4.082 17.857 0.064 0.048 0.056
Si 1.298 6.771 17.806 0.052 -0.004 -0.107
Si 4.252 9.526 17.696 0.209 -0.054 -0.158
Si 1.31 12.319 17.626 -0.078 0.044 -0.188
Si 4.162 15.084 17.618 0.007 0.033 -0.129
Si 6.846 1.375 17.712 -0.026 0.009 -0.085
Si 9.614 4.158 17.864 -0.024 -0.068 -0.012
Si 6.891 6.784 17.887 -0.036 0.002 0.086
Si 9.529 9.629 17.754 0.018 0.08 -0.047
Si 6.801 12.226 17.683 0.022 -0.04 0.019
Si 9.457 15.058 17.418 -0.152 -0.231 -0.323
Si 12.288 1.387 17.67 -0.01 -0.036 -0.129
Si 15.09 4.111 17.879 -0.037 -0.056 0.12
Si 12.305 6.793 17.883 0.068 0.003 0.074
Si 15.027 9.637 17.809 -0.141 0.07 0.043
Si 12.318 12.293 17.723 0.098 -0.113 -0.04
Si 15.085 14.961 17.795 0.051 -0.061 0.051
Si -0.044 2.651 19.323 0.008 -0.036 0.206
Si 2.796 -0.06 19.034 -0.019 0.096 0.205
Si -0.037 8.219 19.154 -0.04 -0.007 0.294
Si 2.665 5.389 19.179 0.078 -0.087 0.154
Si 0.044 13.539 19.233 -0.046 0.039 0.173
Si 2.831 11.011 18.748 0.007 0.006 0.262
Si 5.64 2.693 19.233 -0.087 0 0.115
Si 8.221 -0.07 18.913 0.078 -0.097 0.369
Si 5.544 8.185 19.262 -0.095 -0.004 0.186
Si 8.312 5.484 19.369 0.033 0.176 0.135
Si 5.502 13.712 18.948 0.051 0.052 0.303
Si 8.094 10.889 19.193 0.047 0.028 0.257
Si 10.984 2.727 19.141 0.099 -0.058 0.195
Si 13.632 -0.027 18.985 -0.023 -0.02 0.268
Si 10.889 8.292 19.099 0.045 -0.053 0.12
Si 13.747 5.45 19.342 -0.11 0.064 0.133
Si 10.684 13.624 18.696 0.076 0.318 0.217
Si 13.702 11.068 19.27 -0.016 -0.025 0.143
Si 1.667 3.722 20.64 -0.099 0.104 0.203
Si 3.967 1.476 20.386 -0.047 -0.139 0.227
Si 1.727 9.476 20.056 -0.044 -0.046 0.212
Si 3.749 7.096 20.379 -0.216 0.243 0.112
Si 1.691 14.755 20.389 0.169 -0.077 0.288
Si 3.857 12.588 20.162 0.057 0.025 0.199
Si 7.046 4.001 20.759 -0.169 0.166 0.031
Si 9.807 1.015 20.253 0.188 -0.189 0.183
Si 7.053 9.337 20.78 0.011 0.012 -0.111
Si 9.452 7.233 20.632 -0.03 0.004 -0.19
Si 7.127 14.778 20.323 -0.003 -0.107 0.207
Si 9.308 12.568 20.305 -0.027 0.041 0.132
Si 12.585 3.746 20.59 0.112 -0.115 0.042
Si 14.676 1.399 20.555 -0.097 0.017 -0.148
Si 12.471 9.427 20.422 0.073 0.18 0.113
Si 14.792 7.203 20.697 0.132 -0.001 -0.071
Si 11.845 15.197 19.923 -0.074 -0.098 0.009
Si 15.084 12.331 20.889 0.039 -0.003 -0.178
Si -0.073 -0.292 22.693 0.049 0.026 0.101
Si 5.301 6.084 25.333 -0.136 -0.07 0.253
Si -1.814 9.185 25.883 0.093 0.085 0.22
Si 0.651 10.756 22.676 0.154 -0.089 0.365
Si 2.303 20.515 23.57 -0.036 0.03 0.37
Si 8.21 2.017 22.805 0.238 -0.211 0.177
Si 5.716 0.139 22.613 -0.178 -0.274 0.015
Si 4.822 5.386 22.54 -0.208 0.092 0.358
Si 11.5 5.793 22.721 -0.053 -0.06 0.015
Si 5.225 11.1 22.663 -0.18 0.11 0.22
Si 7.793 11.292 27.21 0.002 0.037 0.112
Si 12.885 -2.646 22.367 -0.12 0.192 0.264
Si 17.139 1.869 24.82 -0.068 0.043 0.481
Si 17.422 9.17 25.16 0.204 0.046 0.16
Si 14.427 6.754 23.676 0.132 0.027 0.468
Si 11.215 11.248 22.59 -0.181 -0.128 0.088
Si 8.751 12.526 30.017 -0.048 -0.189 -0.347
Si -1.212 4.218 25.494 0.056 -0.077 0.295
Si 5.581 4.185 27.392 -0.025 -0.14 0.113
Si 0.507 5.319 27.918 -0.025 -0.057 0.024
Si 2.835 11.279 24.466 -0.013 0.027 0.191
Si -1.354 14.856 25.181 -0.112 -0.006 0.552
Si 4.525 16.334 29.834 -0.162 0.035 -0.091
Si 9.218 1.138 28.099 0.061 -0.075 -0.011
Si 10.338 1.82 25.201 0.257 -0.132 0.219
Si 10.474 4.931 25.531 0.046 -0.114 0.411
Si 9.527 11.687 24.814 -0.149 0.061 0.065
Si 3.266 13.832 26.251 0.006 -0.025 -0.054
Si 12.459 -0.418 24.636 -0.114 0.25 0.442
Si 18.734 6.352 25.791 0.081 0.109 0.191
Si 12.867 3.409 29.889 0.069 0.132 -0.066
Si 14.697 7.315 28.317 0.051 0.006 -0.067
Si 8.059 8.623 28.415 -0.05 -0.018 -0.075
Si 17.504 15.762 26.658 0.056 0.097 -0.032
Si -0.306 -0.511 32.241 0.101 -0.236 -0.439
Si -1.917 0.938 30.302 0.013 0.047 -0.398
Si 3.158 3.418 31.694 0.037 0.019 -0.37
Si 4.124 5.324 29.838 0.014 -0.002 -0.23
Si 2.489 14.35 28.978 -0.112 -0.067 -0.148
Si -2.701 12.128 26.17 0.037 0.014 0.205
Si 7.787 5.963 26.882 -0.058 0.099 0.13
Si 11.05 -2.722 26.039 0.044 0.076 -0.007
Si 9.978 9.694 30.264 0.157 -0.009 -0.087
Si 10.133 -1.631 28.57 0.043 0.015 -0.1
Si 5.779 15.391 25.367 0.017 -0.113 0.245
Si 6.838 12.673 24.746 0.136 0.117 0.217
Si 10.351 2.473 30.744 0.037 0.096 -0.178
Si 12.777 -1.341 29.819 0.205 -0.019 -0.34
Si 8.564 4.275 32.479 0.069 -0.108 -0.38
Si 10.972 -0.305 32.188 -0.083 0.056 -0.441
Si 2.204 17.232 31.21 0.027 -0.028 -0.194
Si 15.553 7.677 31.312 0.092 -0.015 -0.047
Si -0.021 3.551 33.608 -0.074 0.199 -0.148
Si 4.608 0.908 32.554 -0.126 -0.1 -0.379
Si 2.01 6.247 31.447 -0.16 0.213 -0.22
Si 7.567 8.563 31.327 0.197 -0.026 -0.548
Si 0.279 13.184 30.893 0.02 0.001 -0.241
Si 3.016 8.838 32.991 -0.18 0.061 -0.358
Si 6.147 5.919 32.159 -0.075 0.034 -0.41
Si 11.695 -4.019 33.218 0.244 -0.271 -0.134
Si 6.026 9.808 33.386 -0.038 -0.059 -0.413
Si 10.307 6.725 33.301 0.171 0.039 -0.159
Si 6.221 17.601 27.533 -0.037 -0.01 -0.018
Si 12.785 10.533 31.053 -0.017 -0.122 -0.34
Si 12.865 4.89 27.251 0.127 -0.016 0.079
Si 14.26 -4.022 29.198 -0.018 -0.044 -0.016
Si 13.062 8.048 32.848 0.125 -0.039 -0.306
Si 15.78 3.593 30.39 -0.052 -0.04 -0.589
Si 8.935 13.928 32.503 -0.106 -0.058 -0.271
Si 17.022 10.353 32.404 0.077 -0.039 -0.37
O -0.073 -0.179 33.806 -0.15 0.416 0.379
O -0.702 -3.458 29.636 0.049 0.259 -0.026
O 1.385 2.789 34.099 0.378 -0.065 -0.001
O 3.654 1.499 35.099 0.207 -0.159 -0.053
O 0.168 5.05 34.24 0.018 0.135 0.082
O -0.717 2.005 29.879 -0.165 -0.083 0.151
O 2.339 8.816 34.469 -0.111 -0.031 0.265
O 2.732 7.421 32.273 0 -0.035 0.039
O 0.198 10.472 33.973 -0.201 0.214 0.543
O 2.22 10.03 32.209 0.022 -0.146 -0.012
O 3.741 12.698 34.886 0.281 -0.04 0.644
O 1.644 14.661 34.916 -0.192 0.421 0.145
O 5.483 0.344 33.805 0.136 -0.15 0.39
O 5.358 0.325 31.198 -0.067 0.088 0.075
O 9.665 1.495 34.754 0.125 -0.245 0.054
O 8.36 3.692 34 -0.028 -0.158 0.147
O 4 6.974 35.185 0.171 0.108 0.404
O 5.486 5.651 33.622 0.104 -0.086 0.576
O 9.242 7.792 33.969 -0.065 0.089 0.365
O 6.907 9.064 34.549 -0.07 -0.014 0.187
O 3.098 16.643 32.461 0.055 0.071 0.06
O 5.668 11.285 33.941 -0.093 0.162 0.025
O 9.399 12.218 35.289 0.062 0.159 0.427
O 8.041 14.017 33.872 -0.134 0.061 0.542
O 11.39 -0.255 33.775 0.205 0.171 0.359
O 10.306 -3.289 32.842 0.219 0.151 -0.108
O 13.887 -5.429 29.939 -0.172 0.016 0.279
O 12.69 4.088 34.906 -0.051 0.157 0.4
O 9.514 5.613 32.396 0.076 -0.001 0.13
O 11.512 3.651 30.768 -0.127 -0.072 0.122
O 15.079 6.867 35.206 0.083 0.199 0.549
O 13.075 8.339 34.444 -0.101 0.21 0.356
O 11.391 11.045 34.134 0.034 0.075 0.435
O 13.342 9.482 32.133 0.223 0.13 0.121
O 14.934 12.222 34.885 -0.124 0.045 0.378
O 12.724 13.387 34.034 0.046 0.071 0.218
O 1.345 4.184 22.231 -0.241 -0.044 -0.392
O 2.79 2.53 20.882 0.042 0.191 -0.457
O 4.47 0.793 21.807 -0.041 0.204 -0.139
O 1.459 10.472 21.32 0.113 0.325 0.014
O -0.25 9.616 26.063 -0.001 -0.109 -0.007
O 3.923 6.591 21.94 0.264 -0.218 -0.217
O 2.726 8.352 20.715 -0.018 -0.098 -0.637
O 1.061 15.441 21.748 0.038 -0.231 -0.028
O 2.043 19.203 24.518 0.229 -0.043 -0.003
O 4.677 11.741 21.289 0.048 -0.268 -0.178
O 2.835 13.655 20.955 -0.046 -0.068 -0.719
O 9.05 1.976 24.207 -0.504 0.004 -0.163
O 7.868 3.487 22.143 -0.098 0.214 -0.359
O 11.002 -0.034 20.729 -0.179 0.197 -0.482
O 9.108 1.241 21.717 -0.117 -0.074 -0.103
O 6.337 9.98 22.175 -0.013 0.013 -0.303
O 8.279 8.272 21.286 0.028 0.099 -0.588
O 11.86 4.402 21.931 0.101 0.086 -0.202
O 10.557 6.731 21.765 0.136 -0.058 -0.048
O 12.365 12.347 23.012 0.227 0.043 -0.052
O 6.443 15.421 21.679 0.068 -0.017 -0.127
O 8.25 13.697 20.946 -0.027 -0.03 -0.656
O 10.123 11.918 21.581 -0.113 -0.201 0.09
O 13.596 2.524 21.187 0.21 0.426 -0.583
O 14.194 8.527 27.336 -0.235 0.044 0.037
O 15.148 0.388 21.78 0.106 0.159 -0.149
O 17.006 0.902 23.541 -0.086 -0.044 -0.122
O 13.594 8.318 20.904 0.117 -0.187 -0.106
O 11.883 9.959 21.877 0.079 -0.157 -0.173
O 14.413 8.07 24.684 0.118 -0.247 -0.195
O 15.275 6.917 22.276 0.022 -0.121 -0.561
O 14.403 13.563 21.783 0.156 -0.048 -0.218
O 12.005 14.021 21.053 0.022 -0.231 0.031
O 13.697 6.06 28.019 -0.079 0.067 -0.22
O 15.632 11.355 22.148 -0.131 0.085 -0.203
O 3.87 4.179 23.097 0.057 -0.052 -0.249
O -3.277 1.807 30.101 -0.068 -0.104 0.305
O 6.607 6.744 26.049 -0.048 -0.078 -0.284
O 1.983 5.633 27.241 -0.114 0.127 0.097
O 2.282 10.145 25.504 0.093 0.11 0.122
O -0.181 6.793 28.042 0.224 0.208 0.065
O -9.279 8.478 29.754 0.015 -0.12 0.133
O 0.556 9.385 23.585 0.034 -0.092 -0.31
O -0.583 14.979 23.756 0.123 -0.008 -0.458
O 5.79 21.302 21.348 0.192 0.216 -0.149
O 5.1 -0.53 23.968 -0.182 0.156 -0.28
O 5.664 6.048 23.759 0.023 0.15 -0.29
O 6.79 1.274 23.054 0.168 0.215 0.255
O 9.942 1.127 26.632 -0.125 0.103 -0.187
O 8.977 5.348 25.985 0.008 -0.198 -0.163
O 3.9 6.837 25.718 0.117 -0.091 -0.209
O 12.879 6.49 23.232 -0.262 -0.163 -0.036
O 10.608 5.476 24.025 -0.25 0.185 -0.141
O 3.97 10.519 23.553 -0.013 -0.319 -0.1
O 3.412 12.552 25.277 0.217 -0.12 -0.01
O 5.725 12.33 23.626 0.007 -0.065 -0.07
O 9.446 11.185 30.594 -0.15 0.022 0.326
O 12.646 -1.311 23.284 -0.021 -0.319 -0.207
O 6.669 -4.398 26.252 -0.222 -0.112 0.085
O 13.981 -0.276 25.23 0.038 0.069 -0.176
O 16.129 4.46 26.793 0.11 -0.203 -0.146
O 13.673 4.081 26.075 0.023 0.121 -0.007
O 11.59 0.972 24.51 -0.114 0.095 -0.066
O 12.142 12.534 26.432 -0.174 0.166 0.024
O 15.133 5.477 24.449 0.042 0.282 -0.084
O 10.471 10.68 23.954 0.317 -0.084 -0.149
O 10.231 13.163 24.748 0.097 -0.028 -0.091
O 9.901 13.638 29.698 0.238 -0.147 0.295
O 9.54 9.228 28.77 -0.081 0.03 -0.11
O 7.703 1.69 27.961 0.007 0.29 0.149
O -0.618 2.82 24.879 -0.095 -0.138 -0.219
O 1.983 5.377 24.543 -0.254 0.002 -0.26
O 7.132 4.668 27.651 0.093 0.077 0.244
O 1.909 2.415 31.392 -0.172 0 0.076
O 1.391 7.65 25.548 -0.109 -0.174 -0.278
O 4.695 5.189 28.337 -0.212 -0.066 -0.132
O 6.913 9.893 32.013 -0.262 0.224 0.275
O 2.865 13.311 27.756 0.083 -0.175 -0.005
O -2.023 13.344 25.277 -0.111 0.194 -0.196
O 1.6 15.551 28.218 -0.017 0.107 0.212
O 5.502 16.622 28.594 -0.045 0.006 -0.059
O 6.326 16.719 26.155 -0.042 0.139 -0.075
O 0.85 -0.02 31.183 -0.103 0.176 0.122
O 5.345 2.583 27.516 -0.158 0.031 -0.144
O 10.796 3.335 25.552 0.2 0.157 -0.2
O 9.071 -0.408 28.623 0.03 -0.052 0.274
O 5.124 6.053 30.899 0.108 0.277 0.211
O 11.547 5.579 26.583 0.09 0.115 0.086
O 9.218 11.227 26.36 0.029 0.105 -0.163
O 9.064 3.113 31.468 -0.175 0.07 0.053
O 4.694 14.613 26.298 -0.029 -0.077 -0.084
O 6.957 14.297 24.992 0.09 -0.14 -0.179
O 17.399 0.938 26.169 -0.112 -0.007 0.11
O 11.682 -1.281 25.756 -0.033 -0.053 0.134
O 15.027 2.835 34.251 -0.285 -0.197 0.042
O 14.784 0.373 31.812 -0.079 0.082 0.377
O 12.477 3.763 28.354 -0.213 0.06 -0.168
O 13.784 10.595 25.565 -0.146 -0.11 -0.301
O 14.754 7.791 29.874 0.081 0.064 0.223
O 16.809 6.592 31.298 0 -0.285 -0.119
O 7.339 9.729 27.449 -0.064 0.011 -0.109
O 8.121 11.945 24.054 0.076 0.116 -0.106
O 16.034 15.07 26.463 -0.118 0.054 -0.126
O 14.421 12.089 27.618 0.247 -0.148 -0.069
O -2.274 -0.446 29.475 -0.122 0.071 0.1
O -0.369 -2.119 31.929 -0.163 -0.02 0.335
O 3.917 -1.579 29.65 0.24 0.121 -0.13
O 2.701 6.154 29.943 0.087 -0.085 0.276
O 2.459 4.832 32.21 0.058 -0.149 0.051
O -0.243 3.683 31.981 0.045 0.064 0.606
O 0.363 4.429 29.329 -0.095 -0.078 0.119
O 7.118 4.663 31.846 0.136 0.027 0.197
O 0.411 11.786 31.687 -0.076 0.14 0.187
O 1.685 13.659 30.212 0.12 0.09 0.118
O 2.157 14.918 25.719 -0.154 0.093 -0.268
O 7.039 7.287 32.17 0.191 0.118 0.398
O 3.905 3.777 30.288 0.123 -0.247 0.304
O 4.309 2.562 32.541 0.079 0.025 0.032
O 11.582 -6.683 30.304 -0.102 -0.025 -0.12
O 3.138 0.822 29.861 -0.268 0.03 0.212
O 9.219 8.683 31.323 -0.218 0.016 0.204
O 4.623 9.046 33.03 0.17 -0.195 -0.007
O 8.354 7.136 27.843 0.286 -0.068 -0.146
O 11.62 -0.98 28.722 0.129 0.06 0.129
O 5.15 20.935 25.857 0.225 -0.138 -0.158
O 1.553 11.806 23.567 0.013 0.084 -0.325
O 10.012 18.446 29.196 0.003 0.192 0.188
O 8.009 13.214 31.319 0.172 0.044 0.287
O 12.15 -1.074 31.315 -0.165 0.03 0.321
O 9.488 -1.002 32.034 0.076 0.24 -0.16
O 13.135 -2.906 29.561 -0.29 0.116 0.02
O 9.952 -2.467 27.195 -0.217 0.036 -0.185
O 11.58 7.412 32.491 -0.276 -0.271 0.242
O 10.911 5.923 34.551 -0.133 -0.187 0.08
O 10.826 1.196 31.609 0.07 0.001 0.171
O 14.238 4.202 30.304 0.151 -0.075 -0.021
O 12.35 11.887 31.819 -0.011 0.362 0.278
O 7.917 12.11 28.65 0.023 0.199 0.096
O 14.378 7.176 32.357 -0.186 -0.151 0.037
O 16.175 9.141 31.697 -0.134 0.082 -0.013
Si -0.009 -0.02 5.459 0.048 -0.04 -0.016
Si 2.774 2.741 5.46 0.018 0.064 -0.006
Si 0.065 5.458 5.488 -0.003 0.048 0.043
Si 2.799 8.193 5.452 -0.036 0.012 -0.044
Si 0.008 10.962 5.506 -0.017 -0.009 -0.021
Si 2.731 13.697 5.464 -0.015 -0.018 0.024
Si 5.484 0.076 5.404 0.026 0.036 -0.002
Si 8.21 2.751 5.368 0.011 0.004 -0.101
Si 5.494 5.492 5.389 0.102 0.053 -0.076
Si 8.209 8.211 5.433 0 0.063 -0.046
Si 5.466 10.983 5.413 0 -0.049 -0.033
Si 8.207 13.718 5.414 0.012 -0.004 -0.034
Si 10.94 0.013 5.424 -0.022 -0.008 -0.054
Si 13.699 2.673 5.513 -0.055 -0.053 0.061
Si 10.913 5.458 5.452 -0.015 -0.031 0.027
Si 13.647 8.229 5.519 -0.024 -0.039 0.026
Si 10.888 10.981 5.413 -0.001 0.008 -0.049
Si 13.642 13.701 5.46 0.025 -0.003 -0.041
Si 1.381 1.366 6.803 0.006 -0.011 -0.018
Si 4.139 4.133 6.794 -0.048 -0.028 0
Si 1.425 6.839 6.832 0.064 -0.085 0.018
Si 4.134 9.593 6.805 -0.028 0.017 -0.006
Si 1.383 12.326 6.847 -0.001 0.001 0.016
Si 4.123 15.087 6.784 -0.041 0.004 -0.007
Si 6.858 1.408 6.781 -0.024 -0.038 0.038
Si 9.548 4.093 6.8 -0.012 0.063 -0.003
Si 6.843 6.843 6.791 -0.042 0.007 0.011
Si 9.562 9.592 6.798 0.023 -0.023 -0.003
Si 6.839 12.339 6.784 -0.007 0.025 -0.016
Si 9.582 15.051 6.8 0.063 -0.06 0.023
Si 12.289 1.345 6.842 -0.014 0.061 0.035
Si 15.07 4.088 6.833 0.009 0.005 -0.035
Si 12.285 6.821 6.831 0.052 0.013 -0.007
Si 15.036 9.593 6.856 -0.029 0.024 0.024
Si 12.272 12.322 6.807 -0.015 0.017 -0.026
Si 15.028 15.036 6.837 0 -0.012 0.004
Si 0.031 2.73 8.192 0.012 0.024 0.006
Si 2.749 0.015 8.175 0.003 -0.004 -0.003
Si 0.023 8.203 8.182 -0.033 -0.011 -0.006
Si 2.777 5.472 8.193 -0.003 0.057 0.016
Si 0 13.678 8.201 0.009 0.018 -0.005
Si 2.753 10.938 8.185 -0.014 -0.005 0.01
Si 5.493 2.761 8.164 0.038 0.026 -0.007
Si 8.212 0.025 8.16 0.002 0.014 -0.021
Si 5.486 8.211 8.169 0.007 0.006 0.002
Si 8.197 5.472 8.164 0.022 -0.003 0
Si 5.475 13.702 8.16 -0.013 -0.036 -0.003
Si 8.192 10.956 8.163 0.01 0 0
Si 10.926 2.741 8.18 0.026 -0.027 -0.003
Si 13.666 -0.003 8.206 -0.013 -0.031 0.006
Si 10.927 8.217 8.17 0.008 0.018 0.022
Si 13.681 5.46 8.179 -0.038 -0.016 0.015
Si 10.927 13.685 8.188 -0.022 -0.015 0.001
Si 13.653 10.964 8.186 0.046 -0.009 0.004
Si 1.394 4.109 9.55 0.009 -0.013 0.006
Si 4.115 1.396 9.529 -0.019 -0.016 -0.01
Si 1.383 9.568 9.554 0.004 0.009 0.006
Si 4.126 6.85 9.554 -0.013 -0.009 0.001
Si 1.377 15.051 9.544 -0.017 -0.031 -0.008
Si 4.116 12.319 9.537 -0.003 0.006 -0.004
Si 6.844 4.117 9.547 -0.025 0.003 0.009
Si 9.568 1.381 9.553 0.007 -0.002 -0.011
Si 6.845 9.574 9.538 -0.015 0.009 -0.004
Si 9.567 6.839 9.528 -0.005 0.001 -0.005
Si 6.844 15.061 9.534 0.002 -0.006 -0.012
Si 9.562 12.31 9.543 0.016 -0.002 -0.012
Si 12.308 4.102 9.544 -0.002 0.018 0.008
Si 15.044 1.377 9.551 -0.006 0.006 -0.001
Si 12.305 9.571 9.54 0.01 0.012 0.001
Si 15.052 6.831 9.544 0.008 -0.004 0.008
Si 12.3 15.036 9.566 0.025 -0.004 0
Si 15.034 12.309 9.559 -0.013 0.011 0.002

Results
total energy: -115458.594 eV
total energy less fixed offsets of O -438.04, Si -107.15 eV per atom: -3.854 eV
